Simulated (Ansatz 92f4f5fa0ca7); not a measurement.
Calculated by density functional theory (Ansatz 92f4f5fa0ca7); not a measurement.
Periodic cell of 259 atoms, Si144O115, from a study of silicon, its oxide and their interface. The atomic structure is a simulated model.
This geometry differs little from another in the collection (a relaxation step or a small displacement).

Settings: functional r2SCAN; potential files Ansatz PAW; basis plane waves; wave-function cutoff 800 eV; density cutoff ratio 5; exchange-correlation grid ratio 1; k mesh 1 x 1 x 1, shifted by 0.5 0.5 0 of a step; self-consistency stop 1e-10 eV per atom in the density residual; occupations fixed; spin none; net charge 0.

Cell vectors (angstrom)
a  10.88  0  0
b  0  10.88  0
c  0.84  -3.1484  35.5535

Atoms and the computed forces on them: element, x, y, z (angstrom), force x, y, z (eV/angstrom)
Si  8.1754  10.9745  -1.1747  -0.0163  -0.005  -0.1164
Si  9.1442  8.4722  -2.8576  -0.0152  -0.0102  -0.1081
Si  5.1692  15.9009  -1.3896  0.0156  -0.0153  -0.121
Si  7.4973  6.5183  1.5878  -0.0028  0.0179  -0.0324
Si  12.2944  10.7928  -4.4949  -0.0092  0.0044  -0.1178
Si  6.476  8.8208  -0.0306  0.0066  0.0172  -0.0915
Si  4.3894  10.6377  23.637  0.0145  -0.0042  -0.0954
Si  10.5731  15.3851  -3.2927  -0.0098  -0.007  -0.1376
Si  9.0916  12.5927  1.1085  -0.0037  -0.0104  -0.0505
Si  10.5121  14.5596  1.3482  0.0023  0.0015  -0.0007
Si  11.317  7.8449  -0.9642  -0.0175  -0.0052  -0.0978
Si  11.3783  9.7829  1.4942  -0.0083  -0.014  -0.0379
Si  2.0809  11.6106  1.2866  0.0039  0.0107  -0.0531
Si  5.86  15.599  1.5485  -0.0088  -0.0095  -0.0438
Si  14.2042  18.2473  1.7957  -0.0006  0.0012  0.0014
Si  5.0253  8.9875  1.7583  0.0034  -0.0011  -0.0011
Si  6.7406  13.7677  2.6749  0.0118  -0.009  -0.0149
Si  9.4128  16.2993  2.5806  0.0026  -0.0043  0.0009
Si  6.6949  8.0824  3.1201  -0.0038  0.0028  0.0012
Si  9.6617  10.8785  2.6552  -0.0004  0.003  0.0035
Si  12.204  13.4961  2.6068  -0.0049  0.0015  0.0011
Si  15.0379  16.4093  2.9135  -0.0018  0.004  0.0018
Si  12.337  19.0857  2.8796  0.0062  -0.001  0.001
Si  3.9715  10.8729  2.6145  -0.0007  -0.0024  0.0011
Si  5.3988  12.2719  3.9288  -0.0018  -0.0022  -0.0022
Si  8.163  14.9807  4.1171  0.0049  -0.0005  0.0019
Si  5.4121  6.7429  4.4646  -0.0006  0.0003  0.0005
Si  8.1925  9.594  4.0481  0.002  0.0011  -0.0066
Si  10.9178  12.2211  4.1333  0.0001  0.0008  -0.0012
Si  13.569  14.9177  3.9758  0.0002  -0.0018  -0.0026
Si  10.8469  17.6362  3.9748  -0.0003  -0.0009  -0.0022
Si  13.63  9.5995  4.2255  0.0013  0  -0.0001
Si  6.7745  10.9328  5.3716  0.0007  0.0022  -0.0013
Si  9.5314  13.6002  5.4545  -0.0009  0.0019  -0.0012
Si  6.8549  5.3729  5.6004  0.0011  -0.0022  0.001
Si  9.5402  8.1758  5.3684  0.0004  -0.0022  -0.0019
Si  12.2519  10.9201  5.5359  -0.0002  -0.0004  -0.0004
Si  4.0712  13.5995  5.3632  -0.0008  0.0008  -0.0011
Si  12.2118  16.2899  5.3762  -0.0028  -0.0005  -0.0027
Si  14.9218  19.0853  5.6189  -0.0012  0.0027  -0.0011
Si  8.1295  12.2517  6.79  0  0.0006  0.0003
Si  10.8891  14.9657  6.8098  -0.0011  0.0006  0.001
Si  8.2142  6.8348  6.8012  0.0002  0.0019  0.0007
Si  10.8785  9.5015  6.7847  -0.0008  -0.0002  -0.0006
Si  2.7555  12.2838  6.8102  -0.0005  0.0021  -0.0003
Si  5.4109  14.9007  6.8134  -0.0001  -0.0012  0.001
Si  13.5297  17.6578  6.8313  0.0001  0.001  0.0018
Si  5.4777  9.5756  6.8408  0  -0.0001  0.0017
Si  6.7729  13.5911  8.1799  -0.0014  0.001  0.0009
Si  9.5382  16.3583  8.1666  0.0002  0.0015  0.0004
Si  6.835  8.1629  8.1573  0.0021  0.0011  0.0005
Si  9.5192  10.8647  8.1247  -0.0006  -0.0003  0.0009
Si  12.2727  13.6173  8.1665  0.0009  0.0003  0.0003
Si  4.07  16.2939  8.1469  -0.0017  -0.0027  0.0004
Si  12.1902  8.1567  8.1839  -0.0022  0.0003  0.0001
Si  4.0889  10.9245  8.1759  0.0002  0.0027  -0.0006
Si  5.4224  12.2629  9.5545  -0.0015  -0.0002  0
Si  8.1242  15.0145  9.4868  -0.0011  0.0013  -0.0003
Si  5.4624  6.7665  9.484  0.0009  0.0007  0
Si  8.2072  9.4918  9.5087  -0.0007  0  0.0004
Si  10.8937  12.2345  9.4837  0.0006  0.0003  0.0004
Si  13.6158  14.9607  9.5457  0.0018  0.0003  0.0012
Si  10.87  17.6875  9.5693  0.0005  0  0.0003
Si  13.573  9.5497  9.4851  -0.0017  0.0014  -0.0008
Si  6.8341  10.8743  10.7769  0.0017  0.0007  -0.0014
Si  9.5271  13.6581  10.7592  -0.0007  0.0014  0
Si  6.7923  16.3217  10.95  -0.0016  -0.0003  0.0006
Si  9.5149  8.1416  10.9515  -0.0011  0.0016  0.0002
Si  12.2359  10.895  10.9103  -0.0007  0.0017  0.0013
Si  4.0834  13.6265  10.9502  -0.0021  -0.0001  -0.0002
Si  12.244  16.3127  10.8742  -0.0002  -0.0014  -0.0007
Si  4.0542  8.1337  10.7451  -0.0003  -0.0007  0.0006
Si  8.176  12.2963  12.0573  0.0005  0.0005  -0.001
Si  10.8492  14.9638  12.1982  -0.002  -0.0008  0.0005
Si  8.1865  17.6399  12.3531  -0.0008  -0.0011  0.0016
Si  12.2419  8.0882  13.5763  -0.0022  -0.0015  0.0015
Si  2.6935  12.2884  12.3004  0.001  0.0021  0.0001
Si  5.4401  14.9583  12.36  0.0004  0.0019  0.0022
Si  13.6213  17.6827  12.1639  -0.0015  0.0009  0.0007
Si  5.4607  9.4663  12.0101  -0.0015  0.0013  0.0023
Si  6.9024  13.5395  13.5963  -0.0063  -0.0022  0.0009
Si  9.5605  16.2323  13.7429  0.0016  0.0036  0
Si  7.7086  10.0611  14.5935  -0.0042  -0.0015  0.0025
Si  13.4234  14.7923  17.0697  -0.0053  -0.0279  -0.0888
Si  1.2746  13.669  13.6699  -0.0029  -0.005  0.0005
Si  4.0191  16.3569  13.6487  0.0036  -0.0003  0.0011
Si  11.3653  17.2177  14.9478  0.0056  -0.0078  -0.0337
Si  4.1886  10.8386  13.3831  0.0014  0.0025  0.0013
Si  11.8197  9.3826  22.4821  -0.0054  -0.011  -0.1338
Si  11.0434  8.0189  17.5191  0.0058  -0.01  -0.1141
Si  6.7613  8.217  13.5065  -0.0007  -0.0024  -0.001
Si  9.7124  8.242  20.3694  -0.0141  0.0067  -0.1362
Si  9.5  11.0174  13.4795  0.0056  0.0029  -0.0017
Si  10.3783  12.6837  14.9086  -0.0052  0.0122  -0.0336
Si  2.1721  15.4978  14.8751  -0.0039  0.0029  -0.0017
Si  10.8808  9.5209  12.2847  -0.0012  0.0002  0.0012
Si  11.4643  15.8057  -0.4176  -0.0021  0.0052  -0.096
Si  4.7223  11.9014  -7.7582  -0.0267  -0.0064  -0.1196
Si  5.9379  11.6969  14.6991  0.0098  -0.0044  -0.0313
Si  6.4059  11.8167  -3.5225  0.0091  0.0112  -0.1233
Si  7.7827  10.4929  19.3089  0.0051  0.0063  -0.107
Si  9.6249  14.8096  22.2046  -0.0092  0.004  -0.1313
Si  8.1102  12.6163  -5.8787  0.0047  0.0067  -0.1272
Si  7.8021  16.6432  -3.0122  0.0115  -0.0075  -0.1174
Si  7.0296  17.6622  17.3065  0.0097  -0.0201  -0.1016
Si  9.1653  13.4224  -10.6728  0.0204  -0.0042  -0.1409
Si  7.7402  17.1293  21.8355  0.0054  0.0031  -0.1065
Si  4.1042  13.7962  -3.3233  0.0065  -0.0028  -0.1249
Si  5.1664  13.0363  17.4085  0.0126  0.0222  -0.0934
Si  8.6251  9.3313  16.5658  -0.0027  0.0015  -0.0858
Si  12.5152  16.0209  22.1337  0.0048  -0.0022  -0.1068
Si  13.2177  16.0276  -7.8136  0.0091  0.0026  -0.1303
Si  10.0012  8.8978  -5.6447  -0.0094  0.0062  -0.1254
Si  10.93  13.1676  -5.4862  -0.011  0.0093  -0.1289
Si  8.7448  12.8364  24.1655  0.0164  0.0294  -0.1293
Si  4.773  9.4608  -2.5009  -0.0201  0.0093  -0.1208
Si  4.367  14.4307  -6.1569  0.0096  -0.0041  -0.1268
Si  3.1733  16.2374  19.6093  -0.0004  0.0031  -0.1316
Si  5.0501  8.9271  -7.1401  0.0155  0.0127  -0.1178
Si  11.122  14.0813  -8.4537  -0.0122  -0.0214  -0.1383
Si  5.7658  13.4281  23.6697  -0.0131  -0.0146  -0.1288
Si  8.6293  14.4023  14.9671  0.0019  -0.0013  -0.0013
Si  7.8844  14.6911  17.2222  -0.0115  0.0053  -0.0809
Si  13.3464  9.902  17.4821  -0.0226  0.007  -0.0906
Si  4.7082  10.6487  19.1849  0.0176  0.0201  -0.1261
Si  11.8136  17.4646  -5.351  0.0229  -0.0111  -0.1204
Si  7.3964  16.9841  -8.4931  -0.0216  -0.0158  -0.1446
Si  9.2455  13.1247  19.5097  0.0026  -0.0137  -0.1293
Si  3.1039  11.0981  21.7162  0.0111  -0.0016  -0.0991
Si  2.8509  7.3216  23.6553  -0.0032  -0.0219  -0.12
Si  3.0253  9.3035  14.657  0.0082  -0.0117  -0.0391
Si  11.5505  12.3561  17.7957  0.0075  0.0172  -0.101
Si  5.72  6.9653  19.9826  0.0068  0.0026  -0.1292
Si  2.9642  17.4958  -0.3112  -0.0007  -0.0061  -0.0794
Si  3.7444  14.0721  21.5252  -0.0169  0.0191  -0.1122
Si  5.1879  7.1084  14.8672  -0.0093  0.0066  -0.0404
Si  5.6082  7.9887  22.6798  0.0181  -0.0149  -0.1183
Si  7.38  11.6896  -8.8451  0.0081  0.0115  -0.1354
Si  7.9086  8.9244  -7.7991  -0.0265  -0.0097  -0.1085
Si  4.5104  6.9151  -9.1423  0.0142  -0.015  -0.139
Si  13.4201  11.4413  -1.8562  0.0051  -0.0043  -0.1331
Si  3.2883  8.4795  -4.7534  0.0024  -0.0125  -0.1259
Si  13.0973  12.2016  -9.5647  0.0057  -0.0109  -0.1486
Si  7.1748  15.6155  -5.8053  -0.0036  -0.0085  -0.1303
O  9.1872  11.9937  -0.4229  0.0142  0.0235  0.0666
O  10.7228  7.5221  -6.0781  0.0035  0.0015  0.0424
O  6.5677  16.1411  -2.1297  -0.0373  -0.0067  0.0604
O  7.3921  7.4628  0.1973  0.0001  -0.0216  0.0457
O  10.9883  9.0906  0.0252  0.0077  0.0262  0.0606
O  12.996  11.8881  -0.3605  -0.0115  0.0016  0.0964
O  13.0578  16.0622  -0.1494  0.0066  0.0038  0.0334
O  4.6063  8.4515  -8.636  0.0087  0.02  0.0654
O  7.5437  12.9928  1.4458  -0.0088  0.0091  0.0217
O  4.0683  8.2171  15.3138  -0.0012  0.0018  0.0208
O  5.5035  8.139  21.0661  -0.0046  0.0061  0.0789
O  10.25  9.1917  16.7003  0.0104  -0.0097  0.0411
O  12.5478  8.5363  17.8256  0.0021  0.0035  0.0362
O  11.4126  15.2117  -1.9303  0.0154  0.0066  0.1024
O  3.542  14.2719  -4.771  -0.0032  -0.0105  0.0941
O  6.2181  10.2044  19.5066  -0.01  -0.0045  0.0334
O  13.509  14.7931  22.4405  -0.0041  0.0014  0.0412
O  12.7171  16.9941  23.3937  0.009  0.0232  0.0518
O  2.7916  10.025  -4.8523  -0.006  0.0057  0.0449
O  7.4496  16.6348  -4.5917  0.0111  0.0214  0.0945
O  9.1909  11.3056  23.9388  0.0036  -0.008  0.0523
O  12.108  15.3278  -8.764  0.012  0.0123  0.053
O  7.7302  16.2529  17.6006  -0.0071  0.0136  0.0342
O  4.6315  17.6906  -10.7499  -0.0036  0.0207  0.1009
O  7.8638  14.1785  -5.5459  -0.0002  -0.0004  0.0422
O  4.7903  12.2173  18.7486  -0.0047  -0.0217  0.0488
O  11.0836  9.5594  23.9069  -0.0333  0.0198  0.0887
O  6.5893  16.7017  20.7531  0.0186  -0.0025  0.0597
O  10.3063  7.7457  18.9379  -0.0203  0.0022  0.0914
O  3.1509  12.6292  21.2339  0.0058  -0.0089  0.0445
O  5.8552  8.7982  -1.528  0.0234  -0.0132  0.0856
O  7.0188  7.2115  22.9474  -0.0096  0.013  0.0541
O  13.4272  16.0115  18.1433  0.0184  0.0113  0.0848
O  5.4377  15.1416  0.0131  0.0107  0.0003  0.0804
O  3.112  17.1572  -8.6597  -0.0237  -0.02  0.0584
O  12.2204  10.9548  -2.8641  0.0164  0.0079  0.0806
O  5.4659  10.5187  -3.5017  -0.0069  -0.0152  0.0532
O  7.8362  16.1817  -9.8036  -0.009  0.0223  0.0995
O  10.7045  12.1122  16.4245  0.0248  -0.0055  0.076
O  4.1559  8.1284  -6.0685  -0.0344  -0.0031  0.0823
O  3.7821  10.3301  20.462  -0.0341  0.0063  0.1011
O  4.3816  7.0481  23.1978  -0.0201  0.0002  0.0462
O  12.8597  10.8024  -10.3277  0.0033  0.0285  0.0818
O  8.9693  8.6545  -4.443  -0.011  -0.009  0.0886
O  4.1759  8.2918  -3.4278  0.0243  0.0117  0.0748
O  5.4044  11.9563  16.2281  -0.0106  0.0195  0.0694
O  8.3912  15.8206  22.4968  0.0047  -0.0118  0.0413
O  4.3759  17.2775  -1.0791  -0.0235  0.0193  0.0509
O  8.1432  7.5373  -8.5903  0.0036  0.0245  0.0507
O  12.2905  13.7734  17.6107  -0.006  -0.0209  0.0359
O  10.6177  12.3683  19.1134  -0.0227  0.0015  0.0475
O  8.1197  10.3126  17.7408  -0.011  0.0133  0.0886
O  5.8307  17.4043  16.2499  0.0233  -0.0042  0.0582
O  10.922  14.0617  -6.8443  -0.0037  -0.0175  0.1034
O  8.1179  7.7882  16.6963  -0.0063  -0.0078  0.0366
O  8.6969  9.4863  20.1736  0.0145  -0.0189  0.0481
O  3.9712  14.0355  17.0204  0.0021  -0.0218  0.0436
O  11.0956  9.9194  -5.0915  0.0143  0.0102  0.0438
O  3.8914  14.8785  20.1332  0.0079  -0.0252  0.0659
O  12.9128  7.6404  -1.1838  0.0161  -0.0091  0.0474
O  13.1829  8.5398  22.7398  0.0112  -0.0096  0.0484
O  10.8903  8.6703  21.3821  0.0406  0.0238  0.078
O  5.7763  17.0385  -8.4793  0.0112  0.0027  0.0373
O  7.3335  13.1544  23.4582  0.0096  -0.0033  0.0549
O  8.9061  7.0285  21.04  -0.0151  -0.0209  0.0525
O  5.7969  12.0092  -8.9695  -0.0087  -0.0023  0.0578
O  13.2929  10.1661  15.8911  -0.0054  0.0055  0.0659
O  11.7292  12.6468  -8.8677  -0.0156  0.0213  0.0549
O  12.9332  7.4759  -4.6271  0.007  0.0094  0.041
O  8.083  12.0236  19.7232  0.0004  0.0031  0.0409
O  6.4944  13.9302  17.5499  -0.0288  -0.0072  0.0324
O  4  9.8035  17.9901  0.0225  0.0088  0.0569
O  7.2534  11.8776  -2.1478  0.0271  -0.0155  0.0725
O  6.5287  7.4615  18.6787  -0.0261  0.0012  0.084
O  12.2286  12.2191  -5.2759  0.0105  -0.021  0.0476
O  7.603  10.0922  -8.8661  0.0034  -0.0173  0.0549
O  12.5117  16.5931  -6.4948  -0.029  0.0276  0.0826
O  5.5027  9.4624  23.3357  -0.0087  0.0191  0.048
O  4.8349  10.5016  -6.9963  -0.0005  -0.0147  0.0412
O  9.3626  13.9739  20.8574  0.0091  0.0288  0.0933
O  10.7556  17.3037  -0.3685  0.0024  -0.0122  0.0376
O  13.5573  13.3205  -10.634  -0.0216  -0.0314  0.0924
O  8.1641  12.308  -10.0954  -0.027  -0.024  0.0749
O  11.0875  17.5972  16.5422  -0.0064  0.0315  0.0648
O  9.0456  15.6255  -2.8286  0.0001  0.0011  0.0413
O  9.8245  14.2131  -9.4116  0.0268  0.0096  0.0744
O  12.3944  10.7725  21.8908  -0.0065  -0.0104  0.0407
O  4.2942  17.3631  19.4551  0.0071  -0.0041  0.0364
O  7.4009  10.1742  0.0089  -0.0121  -0.0151  0.0462
O  12.9489  16.6863  20.7082  -0.0153  -0.0032  0.075
O  8.1733  7.2426  -2.5006  0.0011  0.0081  0.0421
O  11.0841  16.6035  -4.2134  -0.0218  -0.024  0.0693
O  10.6572  8.1025  -2.4136  0.0267  -0.0056  0.064
O  3.2672  12.0304  -8.3836  0.0453  -0.0063  0.074
O  5.5791  13.1964  -3.5804  -0.01  0.0007  0.0432
O  10.9748  15.646  22.0237  0.0052  0.0009  0.0311
O  5.5753  15.4727  -5.9514  0.0042  -0.0035  0.0418
O  5.1642  13.9737  22.2759  0.0312  -0.015  0.0763
O  8.9716  14.1037  18.2557  0.0114  -0.03  0.0734
O  4.9959  13.0246  -6.639  -0.0005  0.0298  0.0585
O  9.179  9.4025  -6.9335  0.038  -0.0006  0.0725
O  9.8113  13.8268  23.4676  -0.0218  -0.0471  0.075
O  6.6172  8.6448  -6.8558  -0.0032  0.001  0.0405
O  3.6266  10.2485  -1.6676  -0.0062  0.0053  0.0464
O  4.1976  15.0529  -2.3441  0.0114  0.0348  0.0647
O  7.8353  16.2121  -7.1548  -0.0044  -0.0248  0.089
O  12.6182  11.191  18.1182  -0.0079  0.0124  0.0336
O  3.3938  14.9089  -7.3399  0.0184  -0.0136  0.0609
O  7.8575  12.3195  -7.4402  0.0151  0.0184  0.0988
O  9.636  12.22  -5.5725  0.0096  -0.0005  0.0413
O  3.1755  12.6938  -2.6394  -0.0136  -0.0204  0.0515
O  8.8316  9.8585  -2.122  -0.0081  0.0249  0.0553
O  7.2471  11.695  -4.8879  -0.0283  -0.0137  0.0814
O  5.1097  12.015  24.0978  0.0104  0.0102  0.046
O  10.7742  14.0636  -4.1696  -0.0026  0.0341  0.0721

Results
free energy: -157705.189 eV
free energy less fixed offsets of O -570.45, Si -639.56 eV per atom: -6.799 eV

The program warned: the cutoff lies below the one the program advises for these potential files; the forces do not sum to zero within the program's tolerance; empty levels may hold ghost states of the PAW files; the exchange-correlation potential is rough where the density is thin.
